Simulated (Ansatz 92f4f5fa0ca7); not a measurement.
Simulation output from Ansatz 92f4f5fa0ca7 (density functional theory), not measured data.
Periodic cell of 348 atoms, Si240O108, from a study of silicon, its oxide and their interface. The atomic structure is a simulated model.
Doubt: the cutoff is far below the 930 eV that the study's wrapper takes by default for these files, so forces and energies are approximate.
This geometry differs little from another in the collection (a relaxation step or a small displacement).

Settings
functional: PBE
potential files: Ansatz PAW
basis: plane waves
wave-function cutoff: 580 eV
density cutoff ratio: 5
exchange-correlation grid ratio: 1
k mesh: 1 x 1 x 1, Gamma-centred
self-consistency stop: 5e-08 eV per atom in the density residual
occupations: fixed
spin: none
net charge: 0

Cell vectors (angstrom)
a, 11.6015, 0, 0
b, 0, 13.3963, 0
c, 0, 0, 40.3688

Atoms and the computed forces on them: element, x, y, z (angstrom), force x, y, z (eV/angstrom)
Si, 0, 2.2327, 1.1851, -0.0038, -0.0024, 0.0097
Si, 3.8672, 2.2327, 1.1851, 0.0046, -0.0006, 0.0194
Si, 7.7343, 2.2327, 1.1851, 0.0114, -0.0138, -0.0128
Si, 1.9336, 5.5818, 1.1851, -0.0037, 0.0145, -0.0088
Si, 5.8008, 5.5818, 1.1851, -0.0001, 0.0004, 0.0226
Si, 9.6679, 5.5818, 1.1851, 0.0076, -0.0178, -0.0077
Si, 0, 8.9308, 1.1851, 0.0055, -0.0012, 0.006
Si, 3.8672, 8.9308, 1.1851, -0.0076, 0.0126, -0.0194
Si, 7.7343, 8.9308, 1.1851, -0.0001, 0.0105, 0.0154
Si, 1.9336, 12.2799, 1.1851, 0.0094, 0.0014, 0.0036
Si, 5.8008, 12.2799, 1.1851, 0.0056, -0.0068, 0.0339
Si, 9.6679, 12.2799, 1.1851, 0.012, -0.0002, -0.013
Si, 1.9336, 1.1164, 1.9745, -0.0297, -0.0193, -0.0048
Si, 5.8008, 1.1164, 1.9745, 0.0258, 0.0352, -0.008
Si, 9.6679, 1.1164, 1.9745, -0.0272, 0.0017, 0.0037
Si, 0, 4.4654, 1.9745, -0.0217, 0.0404, -0.0002
Si, 3.8672, 4.4654, 1.9745, -0.0044, 0.0094, -0.0065
Si, 7.7343, 4.4654, 1.9745, 0.0207, 0.0108, -0.0087
Si, 1.9336, 7.8145, 1.9745, 0.0198, -0.0392, 0.0045
Si, 5.8008, 7.8145, 1.9745, -0.0192, 0.0166, -0.0052
Si, 9.6679, 7.8145, 1.9745, 0.0093, 0.0112, -0.006
Si, 0, 11.1635, 1.9745, -0.0592, 0.0021, 0.0037
Si, 3.8672, 11.1635, 1.9745, -0.026, -0.0668, -0.0036
Si, 7.7343, 11.1635, 1.9745, 0.0022, -0.014, 0.0028
Si, 1.9336, 1.1164, 4.3426, -0.0984, 0.0073, 0.0186
Si, 5.8008, 1.1164, 4.3426, 0.0898, 0.093, -0.0083
Si, 9.6679, 1.1164, 4.3426, -0.0469, 0.0316, -0.1639
Si, 0, 4.4654, 4.3426, -0.0387, 0.1364, -0.082
Si, 3.8672, 4.4654, 4.3426, -0.0083, 0.0923, 0.0567
Si, 7.7343, 4.4654, 4.3426, 0.0649, 0.0687, 0.0293
Si, 1.9336, 7.8145, 4.3426, 0.0411, -0.0729, -0.1479
Si, 5.8008, 7.8145, 4.3426, -0.0674, 0.0775, 0.1298
Si, 9.6679, 7.8145, 4.3426, 0.0384, 0.0653, 0.1624
Si, 0, 11.1635, 4.3426, -0.1905, 0.0064, -0.067
Si, 3.8672, 11.1635, 4.3426, -0.0673, -0.163, -0.0637
Si, 7.7343, 11.1635, 4.3426, 0.0003, 0.0042, 0.0933
Si, 0, 0, 36.0282, 0.1054, -0.0907, 0.0777
Si, 3.8672, 0, 36.0282, -0.0286, -0.0515, 0.0569
Si, 7.7343, 0, 36.0282, 0.0514, -0.0534, -0.0267
Si, 1.9336, 3.3491, 36.0282, 0.0301, -0.0399, -0.0864
Si, 5.8008, 3.3491, 36.0282, 0.0308, 0.0216, 0.11
Si, 9.6679, 3.3491, 36.0282, 0.0349, -0.0643, -0.0282
Si, 0, 6.6981, 36.0282, -0.0178, -0.0404, -0.0968
Si, 3.8672, 6.6981, 36.0282, 0.0355, 0.0078, -0.1094
Si, 7.7343, 6.6981, 36.0282, 0.0311, 0.0635, 0.0681
Si, 1.9336, 10.0472, 36.0282, -0.094, 0.0694, 0.069
Si, 5.8008, 10.0472, 36.0282, 0.0772, -0.0705, -0.1053
Si, 9.6679, 10.0472, 36.0282, 0.0284, -0.0625, -0.0662
Si, 0, 0, 38.3964, 0.0361, -0.0229, -0.0027
Si, 3.8672, 0, 38.3964, -0.0094, -0.0078, 0.004
Si, 7.7343, 0, 38.3964, 0.0241, -0.0027, 0.0045
Si, 1.9336, 3.3491, 38.3964, 0.0082, 0.0053, -0.0009
Si, 5.8008, 3.3491, 38.3964, 0.0161, 0.0074, 0.0005
Si, 9.6679, 3.3491, 38.3964, 0.0035, -0.0193, 0.0029
Si, 0, 6.6981, 38.3964, -0.0051, -0.0081, 0.0005
Si, 3.8672, 6.6981, 38.3964, 0.0091, 0.0195, 0.0018
Si, 7.7343, 6.6981, 38.3964, 0.0146, 0.036, -0.0069
Si, 1.9336, 10.0472, 38.3964, -0.0279, 0.0403, -0.0015
Si, 5.8008, 10.0472, 38.3964, 0.023, -0.0146, 0.006
Si, 9.6679, 10.0472, 38.3964, 0.0129, -0.0063, -0.001
Si, 0, 2.2327, 39.1858, -0.0022, 0.0004, -0.0105
Si, 3.8672, 2.2327, 39.1858, 0.0012, -0.0023, -0.0108
Si, 7.7343, 2.2327, 39.1858, -0.0093, 0.0134, 0.006
Si, 1.9336, 5.5818, 39.1858, -0.0001, -0.0103, -0.0121
Si, 5.8008, 5.5818, 39.1858, 0.0055, -0.0056, -0.0116
Si, 9.6679, 5.5818, 39.1858, -0.0104, 0.014, -0.0084
Si, 0, 8.9308, 39.1858, 0.0026, 0.0053, -0.0015
Si, 3.8672, 8.9308, 39.1858, -0.0021, -0.0092, -0.0166
Si, 7.7343, 8.9308, 39.1858, 0.0001, -0.0136, 0.0034
Si, 1.9336, 12.2799, 39.1858, -0.0078, -0.006, 0.0258
Si, 5.8008, 12.2799, 39.1858, -0.0089, 0.0087, -0.0198
Si, 9.6679, 12.2799, 39.1858, -0.0085, 0.0048, -0.005
Si, 0.0972, -0.1385, 28.8073, -0.0508, 0.0568, 0.0295
Si, 3.8884, -0.052, 28.9284, -0.0192, 0.0195, 0.0082
Si, 7.6692, 0.0672, 29.0308, 0.0322, -0.0038, 0.0454
Si, 2.0046, 3.4431, 29.0589, -0.0162, -0.0801, -0.0336
Si, 5.9538, 3.1963, 29.0119, -0.068, 0.0456, 0.0254
Si, 9.7895, 3.2243, 28.9272, -0.0307, -0.0286, 0.0607
Si, 0.0457, 6.6721, 29.0027, -0.0538, -0.0413, 0.0152
Si, 3.9345, 6.6204, 28.9411, -0.0607, 0.0434, 0.0454
Si, 7.8184, 6.7035, 28.8866, -0.0228, -0.0245, 0.0509
Si, 1.9791, 9.9155, 28.934, 0.1426, 0.0442, -0.0422
Si, 5.8378, 10.0787, 28.9567, -0.0625, -0.0846, -0.1146
Si, 9.6536, 10.0552, 28.6974, 0.016, -0.0602, 0.1039
Si, 0.1209, 2.1232, 29.6631, 0.0429, -0.0024, -0.0697
Si, 3.9179, 2.195, 29.712, 0.0519, 0.0374, -0.0548
Si, 7.8632, 2.2209, 29.9299, 0.0547, 0.0026, -0.1577
Si, 1.9849, 5.6236, 29.8795, 0.0574, 0.1046, -0.0978
Si, 5.8894, 5.5021, 29.6344, 0.061, -0.0195, -0.0872
Si, 9.7154, 5.5018, 29.6749, 0.0005, 0.0165, -0.0568
Si, -0.0322, 8.9364, 29.6605, -0.0688, -0.0073, -0.1147
Si, 3.9385, 8.8672, 29.7229, -0.0215, -0.0126, -0.0727
Si, 7.7797, 8.9329, 29.666, 0.0488, 0.0278, -0.0603
Si, 1.983, 12.1773, 29.7052, -0.0064, -0.0624, -0.0797
Si, 5.8106, 12.2671, 29.824, -0.0398, 0.0421, -0.0979
Si, 9.6641, 12.2727, 29.5515, 0.05, -0.0019, -0.0462
Si, 0.0615, 2.1773, 32.0503, -0.0334, 0.0101, -0.051
Si, 3.8999, 2.2108, 32.0895, 0.0214, -0.0026, -0.0741
Si, 7.8046, 2.2198, 32.2406, -0.0188, -0.012, -0.0421
Si, 1.9648, 5.606, 32.1966, -0.0124, -0.0423, -0.0253
Si, 5.8447, 5.5431, 32.0387, -0.0126, -0.0021, -0.0836
Si, 9.6954, 5.5397, 32.0589, -0.0013, 0.0046, -0.0595
Si, -0.0069, 8.9338, 32.0459, 0.0388, -0.0066, -0.0237
Si, 3.9063, 8.8969, 32.0905, -0.0093, 0.0151, -0.0605
Si, 7.7708, 8.9219, 32.0489, -0.0165, -0.004, -0.054
Si, 1.9596, 12.2345, 32.0758, -0.0053, 0.0089, -0.0288
Si, 5.8036, 12.2637, 32.1606, 0.0307, -0.008, -0.0277
Si, 9.6772, 12.2605, 31.9856, -0.0066, 0.0058, -0.0777
Si, 1.9764, 1.0777, 32.8646, 0.0057, -0.0184, 0.086
Si, 5.8282, 1.1064, 32.9053, -0.0172, 0.0194, 0.0631
Si, 9.7383, 1.0675, 32.8805, 0.0099, -0.0031, 0.0588
Si, 0.0255, 4.4249, 32.8545, -0.0009, -0.0024, 0.0951
Si, 3.9064, 4.4511, 32.8727, 0.0109, 0.005, 0.0686
Si, 7.7662, 4.4709, 32.9032, 0.0013, -0.0007, 0.0545
Si, 1.9401, 7.8447, 32.8851, -0.0104, 0.0242, 0.0669
Si, 5.8414, 7.7821, 32.8405, 0.0147, -0.0118, 0.0829
Si, 9.6878, 7.7884, 32.8432, 0.0014, -0.0226, 0.0596
Si, -0.0034, 11.1571, 32.8393, -0.005, -0.002, 0.0492
Si, 3.88, 11.1258, 32.8924, -0.0242, -0.0159, 0.0487
Si, 7.7646, 11.1473, 32.8541, -0.0053, 0.0204, 0.0771
Si, 1.9369, 1.1108, 35.2352, -0.0045, 0.0013, 0.0042
Si, 5.7992, 1.1171, 35.2581, 0.0088, -0.0148, 0.009
Si, 9.6821, 1.1031, 35.2449, -0.0133, 0.0075, 0.0036
Si, -0.0015, 4.4567, 35.2295, 0.0037, -0.0004, -0.0024
Si, 3.8764, 4.4616, 35.2391, -0.0065, 0.004, 0.0116
Si, 7.736, 4.4726, 35.2575, -0.0025, -0.0039, 0.0157
Si, 1.9311, 7.8265, 35.2465, 0.0039, -0.0131, 0.0173
Si, 5.8079, 7.8073, 35.2224, -0.0019, 0.0043, 0.001
Si, 9.6685, 7.8084, 35.2234, 0.0102, 0.0142, 0.009
Si, -0.0051, 11.1642, 35.2215, 0.0091, -0.0021, 0.0104
Si, 3.8653, 11.1561, 35.2496, 0.0068, 0.0144, 0.0226
Si, 7.7421, 11.1612, 35.23, -0.0008, 0.0083, 0.0052
Si, -0.0159, 0.0007, 5.1238, 0.0102, 0.0033, 0.0148
Si, 3.8719, -0.0101, 5.0891, -0.0054, 0.006, -0.0084
Si, 7.7376, 0.0035, 5.1292, -0.013, -0.0097, -0.0065
Si, 1.9226, 3.3557, 5.1126, -0.0048, -0.0233, 0.0014
Si, 5.8055, 3.3618, 5.1344, -0.0013, 0.0081, 0.0017
Si, 9.6754, 3.3466, 5.1252, -0.0164, -0.0094, -0.003
Si, 0.0115, 6.7087, 5.1445, -0.0134, -0.0072, 0.0164
Si, 3.8642, 6.7022, 5.1518, 0.0029, -0.0007, 0.0153
Si, 7.7318, 6.7062, 5.1397, -0.013, -0.0135, -0.0023
Si, 1.9108, 10.0365, 5.1082, 0.0223, 0.0094, -0.0077
Si, 5.797, 10.0573, 5.1504, 0.0037, -0.0013, 0.0046
Si, 9.663, 10.0513, 5.159, 0.0035, -0.011, 0.0302
Si, -0.0686, 0.005, 7.4882, 0.0001, -0.0323, -0.0842
Si, 3.8569, -0.014, 7.4272, 0.044, -0.0291, -0.0446
Si, 7.7229, 0.0319, 7.4957, 0.0439, 0.0402, -0.0446
Si, 1.8957, 3.3646, 7.4678, 0.0129, 0.0257, -0.0681
Si, 5.8036, 3.4074, 7.5035, 0.0215, 0.0254, -0.0621
Si, 9.6835, 3.3516, 7.4894, 0.0332, 0.0226, -0.0582
Si, 0.0241, 6.7291, 7.525, 0.0248, -0.0071, -0.0377
Si, 3.847, 6.7266, 7.5376, -0.0066, 0.002, -0.0282
Si, 7.7207, 6.7361, 7.5147, 0.0093, 0.0219, -0.0601
Si, 1.8147, 10.0317, 7.4593, -0.0699, -0.0281, -0.0348
Si, 5.7421, 10.0996, 7.5331, -0.0426, 0.0194, -0.0681
Si, 9.6049, 10.0646, 7.5555, -0.0148, 0.0065, -0.0869
Si, 0.0022, 2.2115, 8.3068, -0.032, 0.0121, 0.0508
Si, 3.8477, 2.2283, 8.0904, -0.0306, 0.0311, 0.0284
Si, 7.7425, 2.274, 8.2671, -0.034, -0.0079, 0.011
Si, 1.9377, 5.5645, 8.3592, 0.018, -0.0073, 0.0841
Si, 5.796, 5.6502, 8.3482, -0.0552, -0.0186, -0.0089
Si, 9.686, 5.6046, 8.1917, 0.0082, -0.013, 0.0565
Si, -0.1021, 8.9347, 8.4137, 0.0649, 0.0032, 0.0465
Si, 3.7545, 9.0008, 8.2498, 0.0485, -0.0141, -0.0173
Si, 7.6543, 8.9684, 8.331, 0.0228, -0.0037, 0.0483
Si, 1.8873, 12.2715, 8.1172, -0.0192, 0.0273, 0.0495
Si, 5.8021, 12.3588, 8.3166, -0.0771, -0.0519, -0.0178
Si, 9.6071, 12.2976, 8.3674, 0.039, -0.0065, 0.0451
Si, 0.0207, 2.1142, 10.6956, -0.0061, -0.0196, 0.0691
Si, 3.8457, 2.162, 10.3822, -0.0233, -0.0339, 0.1162
Si, 7.7856, 2.3409, 10.6247, 0.0088, 0.0048, 0.077
Si, 1.9744, 5.2966, 10.7656, -0.2283, 0.3451, 0.0498
Si, 5.7533, 5.6919, 10.736, 0.0035, -0.0083, 0.1505
Si, 9.7229, 5.5895, 10.5192, 0.0071, 0.0431, 0.0627
Si, -0.2644, 8.9682, 10.8522, -0.1373, 0.021, 0.0527
Si, 3.6836, 9.1951, 10.5835, -0.0525, -0.0249, 0.1535
Si, 7.5523, 8.9784, 10.715, -0.0502, 0.0153, 0.0682
Si, 1.8265, 12.2387, 10.4252, 0.0353, -0.0219, 0.142
Si, 5.8108, 12.4766, 10.6987, 0.0572, 0.0751, 0.1208
Si, 9.5376, 12.3137, 10.781, -0.0847, 0.0434, 0.0783
Si, 2.021, 0.963, 11.3292, -0.0197, 0.0585, -0.0596
Si, 5.8024, 1.3926, 11.3736, 0.0007, -0.0695, -0.0347
Si, 9.633, 1.1575, 11.5264, -0.0111, -0.0539, -0.0614
Si, -0.048, 4.3205, 11.4397, 0.0796, -0.0302, -0.0418
Si, 3.9563, 4.2705, 11.3671, 0.1323, -0.0375, -0.0046
Si, 7.7939, 4.5893, 11.3504, -0.0197, 0.0014, -0.0449
Si, 1.7906, 8.3312, 11.7438, 0.0838, -0.0225, -0.2259
Si, 5.4931, 8.0288, 11.4538, 0.0252, -0.015, -0.0898
Si, 9.3406, 7.6843, 11.5458, 0.0809, 0.032, -0.0611
Si, -0.0949, 11.2481, 11.4511, 0.0395, -0.0626, -0.0585
Si, 3.8493, 11.4157, 11.3153, -0.0688, -0.0201, -0.0755
Si, 7.5746, 11.2001, 11.6215, 0.0764, 0.0076, -0.0478
O, 2.0789, -20.057, 11.5749, 0.1055, -0.2351, -0.0668
O, 5.1094, 8.5754, 12.9949, 0.0043, -0.0191, 0.0144
O, 9.5743, 1.2691, 13.1899, 0.0302, -0.0022, 0.0654
O, 8.8115, 7.2816, 13.1074, -0.0223, -0.0684, 0.0396
O, 2.3431, 0.5399, 12.9221, 0.0143, -0.0232, -0.0371
O, 5.6288, 2.0484, 12.9277, -0.0044, 0.0059, -0.0472
O, 1.7617, 8.6334, 13.3776, -0.032, -0.0401, 0.1104
O, 0.0361, 11.3391, 13.1057, 0.0068, 0.0573, 0.0186
O, 3.8656, 11.6731, 12.9746, -0.0072, 0.0104, -0.0317
O, -0.0988, 4.1286, 13.1029, -0.0301, 0.0291, 0.0218
O, 8.1039, 4.6882, 12.9913, 0.018, 0.0171, -0.0058
O, 7.3293, 11.2268, 13.286, -0.0029, -0.0271, 0.0617
O, 6.2033, 2.852, 27.3867, 0.0157, -0.0517, 0.0677
O, 2.0918, 9.7445, 27.2834, -0.0731, -0.0107, 0.0622
O, -4.319, 0.3199, 27.4146, 0.0135, 0.031, 0.0836
O, 11.6292, 6.6118, 27.3531, 0.0128, 0.0037, -0.0564
O, 7.9055, 6.9042, 27.2242, -0.0276, -0.0426, -0.0559
O, 0.2889, 13.0413, 27.1613, -0.0007, -0.0137, 0.0013
O, 9.6173, 10.0455, 27.0109, -0.0016, 0.0305, -0.0609
O, 3.8401, 6.5986, 27.2707, 0.0617, -0.0409, 0.0019
O, 5.8216, 10.2003, 27.2979, 0.0251, 0.0331, 0.0719
O, 9.8952, 2.9449, 27.2743, -0.0106, 0.019, 0.0177
O, -21.2194, -9.513, 27.4666, 0.0111, -0.0185, 0.0046
O, 3.8607, -0.0704, 27.2597, 0.0218, -0.0068, -0.0019
Si, 6.3223, 15.1485, 17.3852, 0.0034, -0.0104, -0.0053
Si, 1.0566, 7.8398, 14.6308, 0.0292, -0.0031, -0.0032
Si, 9.2309, 10.7496, 25.5602, -0.015, 0.007, 0.025
Si, 3.2083, 8.5212, 16.7319, -0.0118, -0.0087, -0.0154
Si, -3.3863, -0.6148, 16.5949, -0.0132, -0.0149, -0.0021
Si, 9.1301, 3.1942, 25.8526, -0.0041, -0.0146, 0.0226
Si, 7.6526, 10.4902, 14.7237, -0.0408, 0.0108, -0.0394
Si, 4.8081, 6.1167, 18.1147, 0.0035, 0.0096, -0.029
Si, 11.1597, 10.0299, 20.3369, -0.0019, -0.0211, 0.0261
Si, 10.1014, 3.5369, 23.0172, 0.0031, 0.0224, -0.0185
Si, 3.8073, 1.6669, 15.5319, 0.0098, 0.0088, 0.0104
Si, 4.2373, 8.7079, 24.2761, 0.0044, 0.0074, -0.0209
Si, 10.9014, 3.205, 16.6635, 0.0132, -0.0119, 0.009
Si, 7.5737, 6.0118, 25.8935, -0.048, 0.0418, 0.0493
Si, 0.4223, 11.9889, 14.5545, -0.0425, -0.0058, -0.0135
Si, 6.7634, 1.5841, 26.5004, -0.0026, 0.0311, -0.0082
Si, 5.8775, 5.5769, 15.3441, 0.0113, -0.0102, 0.0216
Si, 9.472, 6.4297, 23.7635, 0.0037, -0.0043, -0.0041
Si, 8.5584, 5.9007, 13.9942, -0.0137, 0.0461, -0.0373
Si, -3.9456, 6.578, 19.2392, -0.0182, -0.0052, -0.0117
Si, 3.0979, 12.8056, 13.8643, 0.0002, 0.0009, -0.0135
Si, 3.4279, 3.8402, 19.8003, -0.015, -0.0027, -0.0243
Si, 8.4669, 3.671, 18.4947, 0.0081, -0.0038, -0.0229
Si, 1.2683, 2.8505, 21.7956, -0.0055, -0.015, -0.0053
Si, 3.478, -0.982, 20.7717, 0.001, -0.0155, -0.0132
Si, 11.6802, 12.4654, 25.6399, 0.0128, -0.0014, 0.0071
Si, 7.4885, 9.052, 20.7001, 0.0035, 0.0142, 0.0071
Si, 1.6523, 9.637, 25.7194, -0.0143, -0.0116, 0.0339
Si, 1.8786, 2.073, 17.8076, -0.0099, 0.0152, -0.0236
Si, 4.703, 3.3631, 13.396, 0.0455, 0.0129, -0.0414
Si, 2.5951, 10.1921, 19.2425, -0.0049, -0.0269, -0.0464
Si, -1.7755, 12.7158, 19.4569, -0.0096, 0.0109, -0.0423
Si, 4.4034, 6.0141, 25.8424, 0.0352, 0.0081, 0.0324
Si, 4.4257, 13.3481, 25.7236, -0.0112, -0.0453, 0.0087
Si, 1.9005, 1.2845, 24.393, -0.0031, -0.0077, 0.0047
Si, 4.4412, 9.6914, 21.3922, 0.0099, -0.0288, 0.0142
Si, 1.059, 0.4622, 20.016, 0.0033, 0.0148, -0.0151
Si, 8.4837, 15.0953, 20.9231, 0.0262, 0.0288, -0.016
Si, 9.7253, 9.2483, 22.7647, -0.0055, -0.0219, -0.0096
Si, 10.4068, 9.7334, 15.6367, 0.0018, 0.0006, -0.0034
Si, 6.0532, 10.648, 25.7489, 0.004, 0.009, 0.0524
Si, 9.318, 8.7585, 18.4972, 0.016, 0.0112, -0.0229
Si, 5.4612, 14.8742, 20.3377, 0.0045, -0.0002, -0.0471
Si, 5.2829, 8.5018, 14.6134, 0.0609, 0.0188, 0.0249
Si, 2.1717, 4.1212, 25.8793, 0.0085, -0.0208, 0.0296
Si, -0.1531, 5.0449, 14.4505, 0.0414, 0.0294, 0.0134
Si, 0.3387, 6.6894, 25.7667, 0.0411, 0.0331, 0.0564
Si, 10.1226, 14.2791, 14.6756, -0.0068, 0.0253, -0.0398
O, 9.0169, 0.1774, 20.6015, -0.0025, -0.0017, 0.0197
O, 4.5406, 0.2467, 20.881, 0.0008, -0.0056, 0.0078
O, 0.2509, 4.2187, 15.7967, -0.0177, -0.0123, -0.0275
O, -0.259, 13.2795, 19.2752, -0.0048, -0.0153, 0.0086
O, 2.4243, 1.6124, 16.3647, -0.008, 0.0043, -0.0011
O, 1.3073, 5.4221, 25.3783, -0.0507, 0.0283, 0.0442
O, 11.0542, 9.8023, 21.9625, 0.0108, 0.013, -0.0217
O, 7.2293, 16.4927, 17.5889, 0.0046, 0.0054, -0.0012
O, 3.5379, 2.8009, 14.3892, -0.0126, -0.0041, -0.0143
O, -3.6012, 4.9921, 19.3311, -0.0017, 0.0077, 0.0053
O, 1.9313, -0.4591, 21.0679, 0.0035, -0.0073, 0.0167
O, 4.0809, 5.2681, 19.3214, -0.0088, -0.0189, 0.0111
O, 3.2154, 0.3703, 24.7201, 0.0084, 0.0009, 0.0351
O, 3.7067, 4.5677, 25.5103, 0.0239, 0.0156, 0.0305
O, 4.1941, 9.2126, 15.6107, -0.0287, -0.0102, -0.0109
O, 4.1125, 0.2041, 14.8637, -0.0001, 0.0096, -0.017
O, 4.2604, 8.7017, 22.6575, 0.0031, 0.0159, -0.0238
O, 5.0802, 11.9009, 25.353, -0.0115, 0.0025, 0.0436
O, -3.9593, 7.3983, 20.6723, -0.0011, -0.0067, 0.0105
O, 1.0706, 10.3285, 19.8275, -0.0001, 0.0024, 0.0077
O, 9.6516, 9.7917, 24.3008, 0.0105, -0.0161, -0.0047
O, 2.1037, 0.8201, 18.8189, 0, -0.0151, 0.0014
O, 5.9899, 5.7088, 25.8791, -0.0426, 0.017, 0.0084
O, 5.98, 9.6178, 20.8649, 0.0019, -0.0023, 0.0033
O, 5.6185, 4.3722, 14.2964, -0.0321, 0.0023, -0.0266
O, 9.4121, 5.0214, 22.9272, -0.0003, -0.0088, 0.0265
O, 9.1895, 13.1452, 15.3527, -0.0014, -0.0025, -0.0158
O, 8.0337, 6.7408, 24.505, 0.0271, -0.0002, 0.0018
O, 9.9404, 5.5543, 14.7478, 0.0209, -0.0246, -0.0208
O, 4.6311, 2.8824, 20.3597, 0.0032, 0.0007, 0.0169
O, 0.8521, 6.2889, 14.1966, -0.0488, -0.0273, 0.0276
O, 9.8433, 7.6251, 22.7453, 0.0024, 0.0109, 0.0186
O, 10.5958, 8.7168, 19.5286, 0.0064, 0.0033, 0.0124
O, -1.8107, 9.4487, 17.112, -0.0089, -0.0123, 0.0243
O, 11.3622, 11.0601, 15.7261, 0.0041, -0.0033, -0.0282
O, 6.7215, 9.1738, 14.9619, -0.033, -0.0116, -0.0412
O, 0.829, 11.0179, 25.3768, 0.0248, -0.0133, 0.0236
O, 6.8578, 1.6482, 21.1884, -0.0073, -0.0044, 0.0214
O, 2.3096, 3.8748, 21.023, 0.0129, 0.0035, 0.0027
O, -1.5032, 11.2206, 20.0051, -0.0012, 0, -0.0005
O, 2.9858, 9.6131, 24.7917, -0.0446, 0.0015, 0.0642
O, 5.0491, 2.1312, 16.4635, 0.0218, 0.0011, 0.0067
O, 5.6346, 9.3671, 24.8209, 0.0171, 0.0436, 0.0545
O, 7.1378, 13.9736, 16.653, -0.0086, 0.0222, -0.0131
O, 2.7169, 3.3227, 18.4232, 0.0087, 0.0112, 0.0096
O, 8.3997, 4.6278, 25.9873, 0.0073, -0.003, 0.0007
O, 7.4738, 11.415, 16.0732, 0.0161, 0.0318, 0.0086
O, -0.3844, 8.4728, 15.0242, -0.0045, 0.006, -0.0055
O, 9.1943, 9.9993, 14.5945, 0.0345, -0.0079, -0.0067
O, 9.012, 12.6645, 18.0281, 0.0172, -0.002, 0.0258
O, -2.8132, 7.2329, 18.2429, -0.0031, 0.0037, 0.0065
O, 0.8702, 8.2127, 25.4244, 0.0011, -0.0155, 0.051
O, -1.8439, 3.9701, 17.5438, -0.013, -0.0016, -0.0102
O, 11.6422, 3.6777, 22.4792, -0.003, -0.0078, 0.0025
O, 10.078, 12.1566, 25.4117, -0.0077, 0.0132, 0.0203
O, 8.06, 9.5472, 19.2291, -0.0045, 0.0037, 0.0035
O, 0.2937, 2.4229, 17.6844, -0.0056, 0.0013, -0.0218
O, -2.7335, 2.5444, 19.5861, -0.0082, -0.0136, 0.0125
O, 10.5891, 6.3951, 24.9378, 0.0011, 0.0136, 0.0145
O, 5.8379, 14.5229, 18.7996, -0.0062, -0.004, 0.0183
O, 0.5684, 1.8418, 20.7257, -0.0045, -0.013, 0.0053
O, 2.0247, 11.9977, 14.7861, 0.0059, -0.0101, -0.0159
O, 3.3544, 11.6533, 19.3103, 0.0035, 0.0098, 0.0015
O, 5.3028, 5.1968, 16.8324, -0.0105, 0.0109, 0.0209
O, 10.1713, 16.5165, 24.6042, 0.0101, 0.0035, -0.0065
O, 4.0058, 11.237, 21.7976, -0.0049, 0.0165, 0.0012
O, 9.2299, 2.4158, 22.1944, -0.0095, -0.0135, 0.0036
O, 2.0177, 1.8683, 22.8709, -0.0046, 0.0205, -0.0148
O, 3.8576, 7.338, 17.6335, 0.0025, -0.0116, -0.0022
O, 5.5733, 1.0881, 25.5241, 0.0025, 0.0056, 0.02
O, 8.3621, 9.6474, 21.9484, -0.0196, -0.0047, -0.0115
O, 4.0834, 7.1495, 24.7219, 0.0092, -0.0315, 0.0412
O, 6.1554, 6.8138, 18.6781, 0.0246, -0.0056, 0.0064
O, 2.6198, 9.6814, 17.7097, 0.0008, -0.0018, 0.0028
O, -1.4552, 15.5965, 15.6219, 0.0263, 0.0392, 0.0121
O, 5.0838, 6.9191, 14.9136, -0.0287, 0.0099, -0.0232
O, 8.0005, 2.0604, 25.5664, 0.0009, 0.0042, 0.0217
O, 7.4638, 5.9874, 15.2098, -0.0122, -0.0047, -0.0043
O, 0.6216, 0.2619, 24.6374, -0.0003, 0.02, 0.017
O, 1.7909, 2.6632, 25.2652, 0.0025, 0.0019, 0.0112
O, 1.962, 7.849, 15.9573, 0.0103, 0.0068, -0.0183
O, 7.6233, 11.0369, 25.4968, -0.0109, -0.0227, 0.0142
O, -0.0215, 0.1647, 14.6042, -0.0006, -0.0163, -0.0336
O, 3.4385, 9.1693, 20.2068, -0.0091, 0.0003, 0.0048

Results
free energy: -213990.172 eV
free energy less fixed offsets of O -568.88, Si -635.61 eV per atom: -4.732 eV

The program warned: the cutoff lies below the one the program advises for these potential files; the forces do not sum to zero within the program's tolerance; the exchange-correlation potential is rough where the density is thin.
